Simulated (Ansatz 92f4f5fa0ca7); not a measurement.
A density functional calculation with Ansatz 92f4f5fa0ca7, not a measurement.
Periodic cell of 224 atoms, Si132O88B1H3, from a study of silicon, its oxide and their interface. The atomic structure is a simulated model.
Doubt: the cutoff is far below the 930 eV that the study's wrapper takes by default for these files, so forces and energies are approximate.
This geometry differs little from another in the collection (a relaxation step or a small displacement).

Settings: functional PBE; potential files Ansatz PAW; basis plane waves; wave-function cutoff 580 eV; density cutoff ratio 5; exchange-correlation grid ratio 1; k mesh 1 x 1 x 1, Gamma-centred; self-consistency stop 5e-08 eV per atom in the density residual; occupations fixed; spin none; net charge 0.

Cell vectors (angstrom)
a, 10.938, 0, 0
b, 0, 10.938, 0
c, 0, 0, 31.948

Atoms and the computed forces on them: element, x, y, z (angstrom), force x, y, z (eV/angstrom)
Si, 0.299, 10.545, 24.3974, -0.0077, -0.0237, -0.0174
Si, 5.2247, 0.1436, 24.5292, 0.0211, 0.0148, 0.0086
Si, 2.9758, 2.3424, 24.5295, 0.022, 0.0108, -0.0088
Si, 7.9375, 2.9266, 24.5019, -0.009, -0.0162, 0.0064
Si, 10.6278, 5.4221, 24.4446, 0.009, 0.001, 0.0097
Si, 5.7704, 5.2049, 24.4409, -0.0058, -0.0188, -0.015
Si, 2.5922, 8.3574, 24.5374, -0.0029, -0.0135, 0.0116
Si, 8.5267, 7.7759, 24.4224, 0.0173, 0.0077, -0.011
Si, 1.362, 1.2264, 25.8064, -0.0011, 0.0103, 0.0006
Si, 6.8211, 1.3164, 25.8016, -0.0075, 0.0044, -0.0042
Si, 4.1424, 4.0262, 25.7266, -0.0055, -0.0057, 0.0077
Si, 9.4791, 4.0257, 25.9101, 0.0025, 0.0045, -0.0126
Si, 1.3642, 6.6764, 25.6689, 0.0006, 0.0019, -0.0038
Si, 6.9034, 6.7516, 25.8096, -0.0012, 0.0042, 0.0001
Si, 4.0899, 9.5349, 25.9015, -0.0061, 0.001, -0.0088
Si, 9.6122, 9.441, 25.711, -0.001, 0.0028, 0.0055
Si, 2.7214, -0.0499, 27.2602, 0.0183, -0.0022, -0.0547
Si, 8.2431, -0.0794, 27.0855, -0.0038, 0.0068, 0.0259
Si, 0.0061, 2.6519, 27.1399, 0.0055, 0.0171, 0.0277
Si, 5.4725, 2.6929, 27.1915, 0.011, -0.0047, -0.0452
Si, 2.7568, 5.3936, 27.0863, 0.0037, 0.0108, 0.0213
Si, 8.1901, 5.4293, 27.2774, 0.0018, -0.0087, -0.0439
Si, 0.0415, 8.1001, 27.1183, 0.017, 0.0081, -0.0208
Si, 5.5167, 8.1471, 27.1477, -0.0085, -0.0043, 0.0279
Si, 4.0941, 1.3515, 28.5618, 0.0054, 0.0327, 0.0544
Si, 9.5739, 1.3056, 28.5072, 0.0117, -0.0513, -0.0216
Si, 1.3721, 4.0625, 28.4927, 0.022, -0.0231, -0.0301
Si, 6.8179, 4.0581, 28.5819, -0.0271, -0.0229, 0.0552
Si, 4.1047, 6.7915, 28.4916, 0.0126, -0.0351, -0.0322
Si, 9.595, 6.8139, 28.5489, 0.0258, 0.019, 0.0428
Si, 1.3589, 9.4918, 28.5438, -0.0299, -0.0636, 0.0452
Si, 6.8601, 9.544, 28.5092, 0.0372, -0.0138, -0.0235
Si, 0.0102, -0.0355, 29.8927, -0.0196, 0.0196, 0.0034
Si, 5.4868, -0.0159, 29.8913, -0.0117, 0.0003, -0.0086
Si, 2.7331, 2.7346, 29.9026, -0.0088, -0.0039, -0.0028
Si, 8.2233, 2.6972, 29.8977, -0.0178, 0.028, -0.0084
Si, 0.0247, 5.4446, 29.8911, -0.019, 0.0044, -0.0064
Si, 5.4611, 5.4581, 29.9053, -0.0056, 0.0026, -0.0001
Si, 2.7564, 8.1668, 29.8944, -0.0124, 0.0269, -0.0092
Si, 8.2231, 8.1932, 29.8975, -0.023, 0.0133, 0.0022
Si, 1.3673, 1.3673, 31.2643, -0.0114, -0.0955, -0.0579
Si, 6.8362, 1.3673, 31.2643, 0.0568, -0.151, 0.0058
Si, 4.1018, 4.1018, 31.2643, -0.0893, -0.0216, 0.1149
Si, 9.5708, 4.1018, 31.2643, 0.1405, -0.1129, -0.1164
Si, 1.3673, 6.8362, 31.2643, 0.098, -0.1857, -0.0271
Si, 6.8362, 6.8362, 31.2643, 0.0405, -0.0002, -0.052
Si, 4.1018, 9.5708, 31.2643, 0.1106, -0.097, -0.1179
Si, 9.5708, 9.5708, 31.2643, 0.0116, -0.0129, 0.1067
Si, 2.7345, 0, 0.6835, 0.0681, 0.1181, 0.0086
Si, 8.2035, 0, 0.6835, -0.1659, 0.0748, 0.0499
Si, 0, 2.7345, 0.6835, -0.119, 0.2108, -0.0019
Si, 5.469, 2.7345, 0.6835, -0.0204, 0.0375, -0.0386
Si, 2.7345, 5.469, 0.6835, -0.1046, 0.137, 0.1329
Si, 8.2035, 5.469, 0.6835, -0.0508, 0.0289, 0.0884
Si, 0, 8.2035, 0.6835, 0.0286, -0.0838, -0.0964
Si, 5.469, 8.2035, 0.6835, -0.0459, 0.2267, 0.0537
Si, 4.0993, 1.3902, 2.06, 0.0323, -0.0064, -0.0278
Si, 9.5308, 1.4139, 2.0359, 0.0324, 0.0129, 0.0298
Si, 1.3371, 4.1388, 2.0589, 0.0106, -0.0438, -0.0347
Si, 6.8113, 4.1196, 2.0559, -0.003, -0.0056, 0.0372
Si, 4.0928, 6.8654, 2.0526, 0.0337, -0.0158, 0.0298
Si, 9.5619, 6.8576, 2.055, 0.0126, -0.027, -0.0152
Si, 1.3713, 9.5684, 2.0288, -0.0025, -0.0028, 0.0292
Si, 6.807, 9.607, 2.0669, 0.0177, -0.0202, -0.0297
Si, -0.0174, 0.0257, 3.3157, 0.0021, -0.0304, -0.1216
Si, 5.4778, 0.0718, 3.4745, 0.0149, 0.0318, 0.0442
Si, 2.7326, 2.788, 3.3903, -0.0186, 0.058, -0.0573
Si, 8.1665, 2.774, 3.4519, -0.0482, 0.0029, 0.0548
Si, -0.0284, 5.5046, 3.4575, -0.0178, 0.0288, 0.054
Si, 5.4641, 5.5189, 3.4231, 0.0063, -0.0183, -0.0459
Si, 2.7599, 8.2601, 3.4396, -0.0114, 0.0605, 0.0102
Si, 8.194, 8.2433, 3.4002, -0.0269, 0.0433, -0.0335
Si, 1.3677, 1.3497, 4.64, -0.0063, 0.0152, 0.0665
Si, 6.7915, 1.4778, 4.9124, 0.007, 0.0527, -0.0306
Si, 4.0344, 4.2126, 4.7779, 0.1177, -0.0352, 0.1112
Si, 9.4898, 4.1638, 4.8389, -0.0265, -0.0196, -0.0211
Si, 1.3439, 6.94, 4.7855, 0.0031, -0.0171, 0.0167
Si, 6.8732, 6.8653, 4.7878, 0.0118, -0.1052, 0.1089
Si, 4.1183, 9.6515, 4.8474, -0.0126, -0.0397, -0.0002
Si, 9.5219, 9.7048, 4.6981, -0.01, -0.0077, 0.0759
Si, 2.7336, 0.1472, 6.1505, -0.0605, -0.1181, -0.0054
Si, 8.2214, 0.0772, 6.2161, -0.0104, 0.0185, -0.0227
Si, -0.0275, 2.6714, 5.9643, -0.0217, 0.0342, 0.01
Si, 5.4776, 2.9939, 6.2568, 0.0426, 0.2556, 0.0688
Si, 2.6894, 5.6167, 6.2052, -0.0812, -0.0682, -0.0095
Si, 8.1657, 5.5006, 6.3426, -0.1863, 0.0265, 0.0649
Si, -0.0238, 8.3935, 6.0408, 0.0323, 0.0166, 0.0057
Si, 5.5444, 8.2683, 6.1593, 0.0314, 0.0572, -0.0128
Si, 3.7422, 1.859, 7.4524, 0.1946, 0.2165, 0.0484
Si, 9.8511, 1.2223, 7.5188, 0.0027, -0.0207, 0.0176
Si, 1.4155, 3.9178, 7.2538, 0.0271, 0.0534, -0.0019
B, 6.3354, 4.7538, 7.0818, -0.036, -0.1436, -0.2228
Si, 4.3361, 6.7725, 7.5121, 0.0676, -0.0795, -0.0182
Si, 9.4899, 7.2284, 7.4725, -0.0716, -0.0997, -0.05
Si, 1.1364, 9.9107, 7.4594, 0.0245, 0.0087, -0.0904
Si, 7.177, 9.3463, 7.5119, -0.0387, 0.0006, 0.0031
O, 9.619, 6.6181, 23.891, -0.0108, 0.0037, 0.0081
O, 4.111, 1.2538, 24.0044, -0.0192, 0.0092, 0.0025
O, 8.3266, 8.2574, 8.0684, 0.0239, -0.0192, 0.0023
O, 2.5753, 2.9424, 7.9143, -0.0373, -0.0243, -0.0446
O, 6.8512, 4.0599, 23.9315, -0.0051, 0.0171, 0.0073
O, 1.4613, 9.4359, 24.0112, -0.0071, 0.0134, 0.0009
O, 5.5029, 5.5665, 7.7972, 0.0644, -0.008, 0.0983
O, 0.0229, 0.0777, 8.0135, -0.0006, -0.0041, 0.0072
H, 6.5384, 9.9211, 8.731, 0.0029, -0.0003, -0.0067
O, 10.6201, 6.8524, 8.6541, 0.0084, -0.013, 0.0188
O, 1.7958, 9.1644, 8.7774, -0.0054, -0.0005, 0.0075
O, 4.2364, 1.2897, 8.8995, -0.0345, -0.0408, 0.0067
O, 0.3208, 4.3041, 8.4302, -0.0104, 0.0119, 0.0264
O, 9.2583, 1.9734, 8.8846, -0.0021, 0.0117, -0.0199
O, 3.8463, 7.4539, 8.9501, 0.0013, 0.0018, -0.0409
H, 7.9393, 8.3481, 23.1793, -0.0041, -0.0013, 0.0002
H, 8.5997, 2.3305, 23.3037, 0.0039, -0.0011, 0.0004
O, 5.2565, 5.9698, 23.0695, 0.0045, -0.0013, 0.0091
O, 2.2369, 2.8426, 23.1534, -0.0038, -0.0038, 0.0044
O, 10.6851, 0.113, 22.9195, 0.0036, 0.0037, 0.0072
O, 0.0396, 4.3834, 23.1921, 0.0019, -0.0026, -0.0036
O, 3.4382, 7.9124, 23.2034, 0.005, -0.0012, -0.0029
O, 5.9043, 10.3891, 23.194, -0.0025, -0.0067, -0.0049
Si, 9.575, 9.3083, 14.976, 0.0005, 0.0033, 0.0013
Si, 2.4543, 4.948, 11.5835, -0.0013, -0.0088, -0.0067
Si, 0.8568, 0.69, 14.6903, 0.0001, -0.0025, 0.0003
Si, 10.0494, 9.9298, 18.8548, -0.0004, -0.0013, 0.0003
Si, 6.8287, 0.3802, 11.6593, 0.008, 0.0009, -0.0058
Si, 9.5786, 7.1776, 12.7036, -0.0031, -0.0003, 0.0009
Si, 2.0458, 9.202, 17.9384, 0.002, 0.0009, -0.002
Si, 3.0208, 8.6562, 9.7289, -0.0052, 0.0274, 0.0081
Si, 4.181, 2.4945, 16.8488, 0.0012, 0.0005, 0.001
Si, 4.506, 7.1555, 22.2406, -0.0019, 0.0066, 0.0017
Si, 10.8756, 5.3405, 16.7552, 0.0007, -0.0006, 0.0004
Si, 2.6189, 6.3678, 17.8747, 0.001, -0.0018, 0.0004
Si, 0.9749, 2.5506, 17.2553, 0.0009, -0.0003, -0.0004
Si, 5.7389, 6.5966, 16.9682, -0.0023, -0.004, -0.0017
Si, 8.5995, 4.709, 11.4815, -0.0053, -0.0018, -0.0035
Si, 10.9869, 5.4966, 9.5022, 0.0266, 0.0059, -0.0333
Si, 3.0997, 0.1105, 20.1913, 0.0024, -0.001, 0.0026
Si, 1.6506, 7.5557, 12.4423, 0.0088, -0.0019, 0.0003
Si, 5.7189, 9.8861, 21.6518, -0.0006, 0.0022, 0.0082
Si, 1.3766, 1.8741, 11.7567, 0.0049, 0.0026, -0.0063
Si, 0.2617, 0.5521, 21.4272, 0.0029, 0.0004, -0.0002
Si, 2.7042, 9.4366, 14.8071, -0.0008, 0.0022, -0.0002
Si, 8.9427, 3.3032, 15.5512, 0.0006, -0.0003, -0.0027
Si, 1.0255, 3.4603, 22.263, -0.0039, 0.0003, 0.002
Si, 9.3632, 1.8452, 10.5213, -0.0008, -0.0089, -0.0005
Si, 5.5896, 8.7734, 14.9938, 0.0014, -0.0022, 0.0004
Si, 6.8167, 8.2875, 12.2846, 0.0015, 0.0064, -0.001
Si, 3.0423, 5.0646, 20.4934, -0.0006, -0.0015, -0.0001
Si, 9.4027, 1.6318, 18.2334, 0.0002, -0.0012, -0.0005
Si, 7.9493, 0.9018, 14.4275, -0.0007, 0.0008, -0.0036
Si, 5.96, 4.2879, 15.1111, -0.0011, -0.0008, -0.0021
Si, 7.0077, 0.9118, 19.777, -0.0012, -0.0011, 0.0024
Si, 5.5722, 5.472, 12.1026, 0.0001, -0.0137, -0.0007
Si, 4.6633, 2.698, 19.7569, 0.0014, -0.0019, 0.0011
Si, 4.0411, 0.5876, 10.3466, -0.0063, 0.0043, -0.0206
Si, 6.0479, 0.2723, 16.7762, -0.0002, 0.0007, 0.0013
Si, 8.7299, 7.655, 17.5928, 0.0006, 0.0003, -0.0014
O, 0.1193, 1.7577, 18.4313, 0.0001, 0.0005, -0.0016
O, 6.0255, 9.6719, 16.2762, -0.0006, -0.0011, -0.0038
O, 1.4802, 5.5183, 10.3492, -0.0074, -0.0018, 0
O, 6.9549, 4.8891, 11.3798, 0.0012, 0.0019, 0.0048
O, 3.3988, 1.6713, 19.8522, -0.0005, -0.0007, -0.0027
O, 7.1179, 7.2245, 17.6808, -0.0011, -0.0009, -0.0018
O, 6.9574, 1.0507, 13.1495, -0.0004, 0.0001, 0.0022
O, 5.714, 7.1133, 11.9385, 0.0012, 0.0022, 0.001
O, 5.4267, 1.0177, 11.1089, -0.0015, 0.0004, -0.001
O, 10.2692, 10.6635, 20.3241, 0.0005, -0.0012, -0.0021
O, 8.9915, 8.7089, 16.3694, -0.0002, -0.001, -0.002
O, 1.9012, 3.4362, 11.8967, 0.0001, -0.0023, 0.0009
O, 0.5946, 1.8447, 15.8197, 0.0005, -0.0008, -0.0014
O, 8.9055, 2.7089, 17.1005, 0.0007, 0.0001, -0.0014
O, 8.857, 3.1024, 11.4517, 0.0029, -0.0003, 0.0015
O, 4.947, 3.0622, 18.1821, -0.0009, 0, -0.0017
O, 2.3709, 11.0259, 14.7422, 0.0002, -0.0002, -0.0008
O, 7.0786, 1.0594, 15.7977, 0.0019, -0.0013, -0.0013
O, 9.5606, 5.2333, 10.2614, 0.003, 0.0051, -0.0192
O, 2.5923, 2.6136, 17.1801, 0.0004, 0, -0.0009
O, 1.4551, 6.0974, 16.6624, -0.0004, -0.0007, -0.0008
O, 2.1679, 7.7391, 18.6236, 0.0019, -0.0015, -0.0012
O, 5.9928, 2.0266, 20.4048, 0.0002, -0.0002, -0.0021
O, 9.1757, 8.5269, 18.9316, 0.0005, -0.0004, -0.0026
O, 3.622, 6.4854, 21.0419, -0.0003, -0.0028, -0.0013
O, 0.8133, 1.3521, 13.2028, -0.003, 0.0005, 0.0007
O, 2.1646, 6.0279, 12.7958, 0.001, 0.0028, 0.0001
O, 8.424, 1.743, 19.562, 0.0016, 0, -0.0026
O, 1.8478, 8.4898, 13.772, -0.0022, -0.0014, -0.0013
O, 2.6666, 1.0417, 11.1492, -0.0035, 0.0029, 0.0093
O, 9.2427, 10.9784, 17.8666, 0.0014, -0.0009, -0.001
O, 6.9731, 10.5362, 20.7828, 0.0023, 0.0001, -0.003
O, 9.1811, 1.9958, 14.5434, 0.0018, -0.0016, -0.001
O, 11.0122, 7.4593, 11.977, -0.0004, -0.0005, -0.0047
O, 6.7435, 8.5541, 13.8883, -0.0038, -0.004, -0.0014
O, 6.4733, 0.3586, 18.3349, 0.0004, -0.0015, -0.0032
O, 0.388, 4.029, 17.5895, -0.0006, 0, -0.0013
O, 9.1864, 5.5666, 12.7796, 0.0022, 0.0002, -0.001
O, 8.546, 10.3422, 14.27, 0.0001, 0.0006, -0.0006
O, 8.2672, 0.6634, 10.8974, -0.0015, 0.0043, 0.0008
O, 2.4701, 8.1368, 11.167, 0.0033, -0.0017, 0.0051
O, 4.2493, 9.3448, 14.296, 0.0004, -0.0006, 0
O, 6.5547, 9.7082, 11.5594, -0.003, -0.0069, 0.0028
O, 5.607, 8.2389, 21.6525, -0.0006, -0.0029, -0.0007
O, 9.757, 7.9147, 14.1434, 0.0009, -0.0025, -0.0032
O, 8.3379, 7.8461, 11.8787, 0.0008, -0.0015, -0.0021
O, 2.5168, 5.1693, 18.9568, -0.0008, 0.0002, 0.0004
O, 1.7753, 0.0288, 21.1216, -0.0016, -0.0011, -0.0021
O, 1.7186, 4.5246, 21.2553, 0.0027, 0.0007, -0.0023
O, 10.9772, 1.6627, 10.8161, -0.0008, -0.0009, 0.0032
O, 10.0207, 4.5759, 15.5073, -0.0001, -0.0009, 0.0002
O, 4.2971, 4.0263, 20.6009, -0.0003, 0.0009, -0.0006
O, 5.5667, 5.007, 13.6874, 0.0016, 0.0017, -0.0063
O, 0.5017, 9.6523, 18.0637, 0.0003, -0.002, -0.0004
O, 4.267, 6.5157, 17.695, 0.0013, -0.0028, -0.0021
O, 3.9961, 9.914, 10.0807, -0.003, -0.0173, -0.0001
O, 2.527, 9.0013, 16.381, 0.0001, 0.0013, -0.0021
O, 2.9548, 10.2692, 18.7606, -0.0008, -0.0007, -0.0039
O, 7.4803, 3.7244, 14.9409, 0.0013, -0.0018, 0.0007
O, 5.313, 7.3149, 15.585, -0.0005, 0.0025, 0.0041
O, 10.9102, 10.2688, 15.0382, -0.0004, 0.0002, -0.0015
O, 4.32, 10.4102, 21.0256, -0.0002, -0.0002, -0.0038
O, 4.5603, 0.9218, 16.6333, 0.0004, -0.0006, -0.0008
O, 4.7118, 3.2796, 15.503, 0.0004, -0.0006, -0.0011
O, 9.7649, 6.3639, 17.423, 0.001, -0.0007, -0.0015
O, 0.2536, 2.2202, 21.4755, 0.0009, -0.0021, 0
O, 6.1791, 5.129, 16.4863, 0.0041, 0.0053, -0.0034
O, 4.1269, 4.9814, 11.4104, -0.005, 0.0011, 0.0036

Results
free energy: -134162.218 eV
free energy less fixed offsets of B -154.04, H -15.97, O -568.88, Si -635.61 eV per atom: 1.692 eV

The program warned: the cutoff lies below the one the program advises for these potential files; the forces do not sum to zero within the program's tolerance; the exchange-correlation potential is rough where the density is thin.
